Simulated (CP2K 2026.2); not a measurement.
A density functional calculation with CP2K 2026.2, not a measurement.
Periodic cell of 534 atoms, Si358O176, from a study of silicon, its oxide and their interface. The atomic structure is a simulated model.
Doubt: the forces sum to 1.49 eV/angstrom along one axis rather than to zero, so they err by at least 0.0028 eV/angstrom per atom on average; the grid cutoff is modest.

Settings: functional PBE; method Gaussian and plane waves; basis set DZVP-MOLOPT-SR-GTH; pseudopotentials GTH-PBE; grid cutoff 350 Ry, relative cutoff 50 Ry; k points Gamma only; occupations fixed; spin none; net charge 0.

Cell vectors (angstrom)
a 16.4025 0 0
b 0 16.4025 0
c 0 0 35.0843

Atoms and the computed forces on them: element, x, y, z (angstrom), force x, y, z (eV/angstrom)
Si 0.109 16.305 34.825 -0.06 -0.054 0.082
Si 2.415 2.857 34.963 0.049 0.193 -0.001
Si 0.23 5.154 34.908 0.092 0.067 0.179
Si 2.212 8.563 34.895 -0.02 -0.098 0.15
Si 0.024 10.892 0.177 0.092 -0.155 0.308
Si 2.545 14.321 34.848 -0.108 -0.15 0.198
Si 5.813 16.344 34.987 0.107 -0.086 0.07
Si 8.188 2.935 34.915 0.092 -0.118 0.151
Si 5.841 5.026 0.097 0.025 0.087 -0.001
Si 8.665 7.633 34.93 0.104 -0.282 0.01
Si 5.294 10.75 34.47 0.055 0.118 0.515
Si 7.93 14.019 0.093 -0.105 0.14 -0.294
Si 11.343 15.984 0.098 -0.048 -0.005 -0.04
Si 13.172 3.626 34.769 0.068 -0.053 0.71
Si 10.782 5.516 0.353 -0.131 0.088 -0.093
Si 13.294 8.219 34.838 -0.076 0.019 0.248
Si 11.214 10.614 34.724 0.069 0.044 0.313
Si 13.406 13.66 34.908 -0.144 0.152 0.038
Si 1.218 1.386 1.246 0.04 -0.047 -0.211
Si 4.127 3.917 1.267 -0.128 -0.035 -0.179
Si 1.365 6.752 1.133 -0.017 0.029 -0.246
Si 4.078 9.523 0.996 -0.016 -0.077 -0.206
Si 1.422 12.549 1.136 -0.033 0.105 -0.384
Si 4.104 15.253 1.243 0.131 -0.043 -0.29
Si 6.994 1.398 1.278 0.086 0.069 -0.361
Si 9.509 3.999 1.491 -0.103 0.071 -0.314
Si 6.952 6.727 1.254 0.073 -0.106 -0.235
Si 9.611 9.466 1.082 0.044 0.074 -0.314
Si 6.641 12.246 1.01 0.035 -0.049 -0.255
Si 9.62 14.989 1.422 0.036 0.123 -0.143
Si 12.473 1.444 1.094 -0.265 -0.074 -0.43
Si 14.954 4.184 1.242 -0.081 0.076 -0.36
Si 12.252 6.927 1.447 0.125 -0.027 -0.259
Si 14.858 9.467 1.219 -0.153 0.058 -0.362
Si 12.242 12.17 1.211 -0.119 -0.108 -0.345
Si 15.022 14.975 1.089 -0.018 0.074 -0.411
Si 16.276 2.73 2.612 -0.13 0.063 0.001
Si 2.685 0.104 2.618 0.033 0.048 0.132
Si 16.345 8.132 2.513 0.1 -0.066 0.236
Si 2.777 5.435 2.544 0.002 -0.014 -0.134
Si 16.381 13.724 2.564 0.158 0.024 0.055
Si 2.774 11.001 2.408 -0.055 0.004 0.27
Si 5.492 2.63 2.663 -0.039 -0.105 0.052
Si 8.29 0.029 2.69 0.071 0.048 0.127
Si 5.467 8.169 2.435 0.011 0.043 -0.047
Si 8.171 5.415 2.767 -0.096 -0.061 0.211
Si 5.385 13.656 2.511 -0.077 -0.026 -0.025
Si 8.125 10.886 2.396 0.029 0.039 -0.223
Si 11.013 2.627 2.626 0.099 0.018 -0.019
Si 13.731 0.002 2.533 0.095 0.129 -0.175
Si 10.878 8.278 2.72 -0.067 0.106 0.016
Si 13.691 5.538 2.686 0.065 0.101 0.144
Si 10.906 13.515 2.651 -0.023 -0.128 0.115
Si 13.607 10.878 2.622 -0.035 -0.035 0.056
Si 1.342 4.101 3.919 -0.013 0.017 -0.08
Si 4.086 1.345 4.036 0.025 0.017 0.025
Si 1.358 9.592 3.819 0.052 -0.03 -0.218
Si 4.121 6.837 3.888 -0.072 -0.052 0.06
Si 1.347 15.067 3.952 -0.071 0.006 -0.02
Si 4.071 12.299 3.931 -0.014 -0.043 -0.164
Si 6.78 4.047 4.059 0.004 0.149 -0.051
Si 9.638 1.352 4.066 -0.064 -0.04 -0.043
Si 6.806 9.541 3.845 -0.037 0.019 0.02
Si 9.55 6.834 4.049 -0.014 -0.023 -0.042
Si 6.816 15.006 3.91 0.034 -0.015 -0.095
Si 9.463 12.186 3.924 0.134 0.036 0.063
Si 12.302 4.099 3.983 0.082 -0.11 -0.132
Si 15.011 1.332 4.013 0.043 -0.071 0.008
Si 12.269 9.6 4.07 -0.101 0.012 -0.06
Si 15.064 6.855 4.05 -0.017 0.035 -0.18
Si 12.318 14.994 3.903 -0.075 0.023 -0.091
Si 15.03 12.292 3.91 0.037 -0.067 0.018
Si 0.013 16.384 10.8 -0.017 -0.009 0.004
Si 2.734 2.721 10.789 -0.002 -0.002 0.003
Si 16.398 5.459 10.802 -0.008 0.012 0.006
Si 2.727 8.19 10.805 0.004 -0.004 0.009
Si 0.002 10.925 10.789 -0.027 0.004 -0.007
Si 2.725 13.65 10.794 0.004 0.003 0.003
Si 5.451 16.376 10.786 0.017 0.03 0.009
Si 8.176 2.707 10.784 0.006 0.002 0.003
Si 5.452 5.448 10.793 0.007 -0.006 0.001
Si 8.167 8.178 10.799 0.026 -0.01 0.006
Si 5.436 10.913 10.805 0.002 -0.015 -0.004
Si 8.178 13.645 10.799 0.005 -0.008 -0.003
Si 10.919 16.383 10.804 0.002 0.002 0
Si 13.669 2.717 10.806 -0.006 -0.011 -0.005
Si 10.917 5.447 10.796 -0.005 -0.004 0.006
Si 13.668 8.194 10.787 -0.008 -0.003 -0.004
Si 10.916 10.908 10.794 0.009 0.015 -0.006
Si 13.665 13.646 10.797 0.012 -0.01 -0.008
Si 1.38 1.356 12.166 0.018 0.016 0
Si 4.098 4.076 12.165 0.017 0.028 -0.001
Si 1.369 6.815 12.17 -0.032 -0.032 0.005
Si 4.091 9.541 12.187 0.004 0.035 0.01
Si 1.365 12.286 12.168 -0.034 -0.01 -0.003
Si 4.086 15.02 12.167 -0.021 -0.028 0
Si 6.81 1.341 12.155 -0.014 -0.029 -0.005
Si 9.536 4.079 12.153 0.003 -0.033 -0.006
Si 6.805 6.81 12.173 0.011 -0.005 0
Si 9.542 9.54 12.159 0.005 0.003 0.002
Si 6.798 12.288 12.162 0.036 -0.003 -0.011
Si 9.544 15.016 12.163 0.015 0.019 0.008
Si 12.287 1.358 12.16 0.027 0.022 0.002
Si 15.044 4.081 12.17 -0.032 0.011 0
Si 12.299 6.816 12.149 -0.005 0.014 -0.008
Si 15.041 9.558 12.156 0.013 0.002 -0.013
Si 12.289 12.277 12.152 -0.007 -0.017 -0.017
Si 15.05 15.008 12.153 -0.029 0.026 -0.002
Si 0.032 2.731 13.538 -0.039 -0.022 0.006
Si 2.736 16.394 13.55 -0.003 0.002 -0.01
Si 0.01 8.195 13.523 -0.051 0.025 0.01
Si 2.735 5.438 13.535 -0.004 -0.004 -0.018
Si 0.014 13.659 13.544 0.005 -0.017 0.025
Si 2.732 10.923 13.539 -0.016 -0.012 -0.014
Si 5.452 2.699 13.538 0.016 0.017 -0.013
Si 8.167 16.379 13.528 0.013 0.023 0
Si 5.438 8.157 13.565 0.038 -0.035 0.023
Si 8.164 5.431 13.531 0.02 0.026 0.007
Si 5.45 13.662 13.543 0.01 0.008 -0.005
Si 8.147 10.897 13.51 -0.004 0.038 0.003
Si 10.903 2.72 13.521 0.005 0.032 0.018
Si 13.678 16.387 13.488 -0.001 -0.052 -0.012
Si 10.925 8.174 13.516 0.01 -0.038 0.011
Si 13.663 5.448 13.519 0.048 -0.023 0.017
Si 10.913 13.637 13.51 0.013 -0.028 0.003
Si 13.673 10.927 13.517 -0.022 0.034 0.016
Si 1.412 4.076 14.937 0.01 0.061 0.017
Si 4.108 1.34 14.935 0 -0.021 0.105
Si 1.387 9.542 14.905 0.01 0.019 0.04
Si 4.07 6.779 14.942 -0.026 -0.005 0.028
Si 1.373 15.038 14.927 -0.016 -0.038 0.037
Si 4.086 12.298 14.908 -0.02 -0.003 0.044
Si 6.802 4.061 14.914 -0.018 -0.008 0.056
Si 9.53 1.35 14.882 -0.007 -0.055 0.042
Si 6.797 9.544 14.918 0.02 0.011 0.033
Si 9.545 6.802 14.874 -0.019 0.007 0.043
Si 6.803 15.032 14.924 0.027 -0.042 0.023
Si 9.508 12.272 14.85 -0.012 0.01 -0.001
Si 12.262 4.103 14.882 -0.021 -0.022 0.016
Si 15.053 1.34 14.852 -0.001 0.059 0.022
Si 12.309 9.546 14.865 0.013 0.033 0.011
Si 15.055 6.809 14.87 -0.047 -0.047 -0.042
Si 12.315 15.009 14.833 0.029 0.132 0
Si 15.04 12.29 14.9 -0.014 -0.038 -0.001
Si 16.39 0.007 16.287 -0.021 -0.049 -0.029
Si 2.745 2.675 16.346 0.076 0.006 -0.006
Si 0.067 5.507 16.253 -0.039 -0.08 0.074
Si 2.718 8.165 16.322 -0.012 -0.008 0.004
Si 0.032 10.924 16.248 -0.003 0.026 0.126
Si 2.789 13.713 16.299 -0.075 -0.021 0.154
Si 5.494 0.017 16.345 -0.137 0.009 0.031
Si 8.187 2.716 16.289 0.028 0.016 -0.026
Si 5.383 5.353 16.311 0.098 0.048 0.08
Si 8.186 8.162 16.25 0.015 -0.056 0.067
Si 5.386 10.886 16.287 0.057 0.065 0.017
Si 8.136 13.603 16.251 0.006 0.055 0.108
Si 10.911 16.337 16.175 0.068 -0.021 0.088
Si 13.658 2.701 16.163 0.012 -0.06 0.079
Si 10.893 5.464 16.285 0.011 0.029 -0.014
Si 13.68 8.159 16.22 0.01 -0.021 0.023
Si 10.886 10.909 16.175 -0.04 -0.067 0.013
Si 13.688 13.707 16.241 -0.024 -0.022 -0.032
Si 1.346 1.329 17.703 0.01 -0.076 -0.012
Si 4.114 3.944 17.816 0.054 0.035 0.166
Si 1.409 6.817 17.766 -0.146 -0.005 0.23
Si 4.043 9.535 17.717 -0.012 0.05 -0.05
Si 1.373 12.358 17.623 -0.136 -0.004 -0.048
Si 4.128 15.091 17.762 0.095 -0.055 0.028
Si 6.869 1.388 17.732 -0.004 -0.051 -0.025
Si 9.533 4.081 17.665 -0.015 0.048 -0.025
Si 6.758 6.785 17.572 -0.01 -0.002 -0.189
Si 9.587 9.533 17.608 0.085 -0.023 0.029
Si 6.73 12.256 17.644 -0.097 0.162 0.018
Si 9.571 14.952 17.565 0.109 -0.059 -0.156
Si 12.278 1.313 17.517 0.022 -0.013 -0.063
Si 15.055 4.086 17.462 -0.003 0.046 -0.319
Si 12.258 6.881 17.617 -0.052 0.043 -0.014
Si 15.121 9.453 17.57 0.227 -0.072 0.015
Si 12.238 12.321 17.463 -0.088 0.168 -0.073
Si 15.018 15.081 17.677 0.012 -0.011 0.009
Si 16.302 2.734 18.893 -0.074 0.088 0.167
Si 2.703 0.032 19.179 0.036 -0.134 -0.038
Si 0.054 8.233 19.219 -0.104 -0.01 0.457
Si 2.705 5.33 19.169 -0.058 0.04 0.204
Si 0.061 13.787 19.033 0.196 -0.019 0.305
Si 2.698 10.994 19.03 -0.045 0.034 0.347
Si 5.579 2.623 19.315 -0.047 0.161 0.209
Si 8.333 16.399 18.937 0.145 -0.076 0.169
Si 5.411 8.096 18.999 0.15 0.001 0.272
Si 8.104 5.47 18.963 0.021 0.006 0.213
Si 5.526 13.705 19.152 0.079 -0.084 0.363
Si 8.08 10.804 18.899 0.038 -0.103 0.397
Si 10.993 2.703 18.913 0.024 -0.058 0.236
Si 13.519 16.349 19.012 -0.094 -0.054 0.337
Si 10.995 8.28 19.103 -0.007 0.125 0.328
Si 13.716 5.467 18.761 0.043 -0.017 0.309
Si 10.849 13.495 18.964 -0.021 -0.023 0.29
Si 13.688 10.951 18.579 0.01 -0.029 0.223
Si 0.915 4.241 20.384 0.065 -0.119 0.008
Si 4.276 1.035 20.64 0.032 0.389 0.046
Si 1.111 10.131 20.636 -0.035 0.088 -0.263
Si 4.314 6.559 20.42 -0.121 -0.004 -0.079
Si 1.714 14.783 20.567 -0.317 -0.026 -0.201
Si 3.874 12.467 20.427 0.144 0.186 -0.308
Si 6.669 4.449 20.609 0.117 -0.103 0.063
Si 9.932 1.109 20.294 -0.063 0.2 0.093
Si 7.013 9.21 20.34 -0.035 0.047 -0.183
Si 9.258 7.049 20.25 0.033 0.169 0.012
Si 7.395 14.78 20.326 -0.104 -0.088 -0.355
Si 9.258 12.241 20.305 -0.15 0.035 -0.175
Si 12.595 3.953 20.112 0.004 -0.022 0.129
Si 14.655 1.672 20.172 -0.014 0.108 0.202
Si 12.562 9.849 20.259 -0.239 -0.221 -0.34
Si 15.131 6.529 20.307 0.168 -0.109 -0.18
Si 11.892 15.073 20.357 -0.01 0.131 -0.059
Si 15.125 12.121 19.935 -0.036 0.295 -0.14
Si 13.956 0.97 26.652 0.063 -0.117 0.052
Si 4.853 1.762 23.506 -0.074 0.206 0.354
Si 1.046 16.225 23.431 0.075 -0.122 0.288
Si 3.501 7.945 23.226 0.045 -0.179 0.436
Si 1.231 11.142 23.722 -0.182 -0.018 0.421
Si 5.257 10.553 22.648 0.078 0.006 -0.057
Si 5.82 15.581 22.472 0.031 0.204 0.362
Si 9.832 2.512 23.136 0.088 -0.242 0.272
Si 7.289 3.739 23.637 -0.039 -0.135 0.2
Si 11.483 8.077 23.643 -0.131 0.054 0.319
Si 5.976 13.057 24.294 0.13 0.087 0.374
Si 6.731 13.011 28.176 -0.061 0.083 0.043
Si 9.113 0.132 27.736 -0.037 -0.079 -0.088
Si 14.787 0.02 22.588 -0.086 0.158 0.356
Si 10.877 5.366 22.355 0.081 -0.103 -0.093
Si 14.208 8.236 22.397 -0.192 -0.091 0.269
Si 10.7 10.679 22.426 -0.089 -0.015 0.14
Si 8.549 13.922 26.117 0.046 0.018 0.16
Si 15.855 14.869 26.818 -0.094 0.142 0.198
Si 2.6 2.617 28.31 0.037 -0.031 -0.192
Si 5.072 10.495 27.589 -0.138 0.08 0.013
Si 2.685 14.112 30.368 -0.054 0.159 -0.299
Si 3.427 5.931 25.54 -0.096 -0.052 0.099
Si 15.121 12.703 28.872 -0.026 -0.084 -0.107
Si 5.427 4.121 28.44 -0.011 0.05 -0.096
Si 12.533 1.41 24.147 0.022 0.221 0.303
Si 7.397 5.214 26.372 0.055 0.016 0.152
Si 10.734 11.811 25.435 -0.21 -0.008 0.359
Si 9.136 12.046 33.055 0.194 0.263 -0.056
Si 13.709 13.688 22.188 -0.029 -0.064 0.161
Si 0.792 2.97 23.335 -0.191 0.179 0.263
Si 0.617 6.609 26.329 -0.05 0.062 0.064
Si 14.527 3.391 25.079 -0.027 -0.034 0.235
Si 13.473 11.348 26.816 0.117 -0.094 0.151
Si 15.126 12.73 24.663 0.199 -0.212 0.482
Si 2.995 3.078 25.344 0.008 0.025 0.207
Si 4.409 14.999 28.102 -0.014 -0.007 -0.112
Si 13.591 8.527 28.298 0.114 0.163 -0.133
Si 4.137 8.99 29.971 -0.071 -0.065 -0.263
Si 0.441 8.474 24.064 -0.126 -0.01 0.599
Si 15.484 10.185 30.365 0.068 0.072 -0.392
Si 9.787 4.416 28.294 -0.059 -0.07 -0.051
Si 8.469 16.281 30.649 -0.131 -0.041 -0.286
Si 3.353 12.253 25.691 -0.083 -0.039 0.296
Si 7.703 2.318 29.167 0.05 0.033 -0.131
Si 2.706 6.995 28.156 0.022 -0.001 0.037
Si 6.051 6.469 30.397 -0.088 -0.069 -0.258
Si 14.028 4.635 30.194 0.079 -0.127 -0.26
Si 15.48 0.899 31.957 0.066 -0.049 -0.463
Si 12.528 2.163 31.201 -0.078 -0.038 -0.393
Si 11.58 1.846 28.347 0.072 -0.043 -0.091
Si 7.116 8.368 27.013 0.048 0.023 -0.043
Si 3.789 0.43 30.138 -0.094 -0.201 -0.311
Si 4.382 1.878 32.842 -0.03 -0.199 0.117
Si 1.686 8.706 31.678 0.086 0.036 -0.318
Si 2.12 5.721 30.867 -0.111 -0.026 -0.342
Si 2.261 15.04 26.059 0.067 -0.03 0.324
Si 9.824 9.011 26.182 -0.158 0.054 -0.02
Si 4.783 4.99 32.553 -0.133 0.256 -0.286
Si 10.082 1.332 32.891 -0.235 0.056 0.099
Si 4.334 12.985 32.627 -0.143 0.162 -0.309
Si 10.709 7.456 28.854 0.004 0.014 -0.147
Si 8.195 8.355 29.989 0.072 -0.24 -0.337
Si 7.215 13.476 31.261 -0.039 0.235 -0.483
Si 14.45 5.682 27.27 0.072 -0.158 -0.028
Si 0.398 3.264 30.412 0.035 0.051 -0.157
Si 7.476 9.443 32.803 0.056 -0.138 -0.191
Si 14.43 5.779 32.966 0.042 0.211 -0.103
Si 15.067 12.032 32.765 0.049 -0.01 -0.159
Si 16.026 14.267 31.058 0.016 0.03 -0.277
O 1.348 15.334 34.23 0.126 -0.13 0.129
O 15.737 0.711 33.566 -0.072 -0.23 0.575
O 2.95 1.993 33.634 -0.159 -0.093 0.094
O 4.291 1.43 31.282 -0.033 0.391 0.361
O 15.973 5.843 33.54 0.072 -0.081 -0.17
O 1.359 4.029 34.379 0.185 -0.289 0.427
O 4.819 10.261 29.206 -0.119 -0.107 0.207
O 1.916 8.633 33.272 0.126 -0.243 0.313
O 16.023 11.094 33.687 0.005 0.171 -0.117
O 1.185 9.74 0.299 0.282 -0.079 -0.149
O 14.635 11.024 31.521 -0.344 0.109 0.111
O 3.59 14.094 33.573 0.064 0.029 0.212
O 6.938 15.2 34.459 -0.303 -0.194 0.726
O 5.325 0.811 33.647 -0.056 -0.024 0.04
O 8.958 2.38 33.518 0.121 0.198 -0.016
O 7.055 4.077 34.464 -0.346 0.402 0.391
O 3.445 5.438 31.754 -0.053 0.185 0.1
O 4.853 5.709 34.01 0.316 0.209 0.211
O 8.084 8.079 33.446 0.021 0.185 -0.176
O 5.955 9.663 33.377 0.167 -0.036 0.077
O 4.255 11.61 33.499 0.291 -0.036 0.251
O 5.922 13.25 32.264 -0.147 -0.111 0.349
O 8.57 12.594 31.601 0.115 -0.254 0.082
O 8.883 13.334 34.012 0.105 -0.231 0.207
O 10.383 0.281 34.073 -0.06 -0.103 -0.126
O 12.335 14.856 34.386 -0.228 0.198 0.496
O 11.696 1.507 29.945 -0.015 0.077 0.091
O 13.909 4.268 33.4 0.094 -0.294 0.142
O 9.798 6.47 34.459 0.079 0.366 0.726
O 11.716 4.428 34.596 0.458 -0.24 -0.113
O 13.687 7.114 33.626 -0.093 -0.139 -0.244
O 12.281 9.407 34.194 0.185 0.035 0.386
O 9.823 8.202 30.022 -0.084 0.038 -0.125
O 10.66 11.477 33.369 0.031 -0.199 0.029
O 14.8 13.671 30.144 -0.18 0.004 0.266
O 13.809 12.673 33.601 0.04 -0.081 0.179
O 1.872 3.623 24.331 0.067 0.019 -0.147
O 1.106 3.5 21.837 0.262 0.061 -0.138
O 4.803 15.939 21.215 -0.309 0.151 0.063
O 4.045 1.891 22.077 -0.185 -0.307 -0.333
O 1.876 7.98 23.464 -0.026 -0.124 -0.229
O 4.053 6.889 24.374 0.013 0.182 -0.066
O 5.455 5.513 21.026 0.055 -0.08 -0.078
O 3.702 7.36 21.727 -0.262 -0.125 -0.143
O 2.735 13.548 21.017 0.117 0.049 -0.047
O 1.259 15.489 21.991 0.179 -0.272 -0.05
O 6.066 11.517 23.726 -0.02 -0.149 -0.145
O 4.385 11.551 21.699 -0.236 -0.016 -0.101
O 7.454 4.223 22.074 -0.173 -0.034 -0.345
O 8.437 2.606 23.984 0.021 -0.021 -0.145
O 9.475 1.945 21.652 0.002 0.178 -0.14
O 12.848 0.564 25.513 -0.198 0.018 -0.094
O 6.381 9.813 21.735 0.226 0.164 0.172
O 8.143 8.121 20.894 0.034 -0.124 -0.64
O 11.376 6.478 23.43 -0.188 -0.031 -0.238
O 9.704 6.105 21.522 -0.029 0.018 -0.109
O 9.891 13.207 25.524 0.316 0.119 -0.144
O 7.285 15.606 21.775 -0.165 0.173 -0.206
O 9.408 11.387 21.743 -0.163 -0.195 -0.1
O 8.218 8.845 25.893 -0.066 0.091 -0.134
O 13.635 2.844 20.807 0.111 -0.245 -0.667
O 15.425 1.088 21.531 0.141 -0.06 -0.142
O 14.684 14.962 21.893 0.26 -0.113 -0.068
O 14.759 16.042 27.159 0.135 0.118 0.17
O 13.779 9.142 21.115 -0.119 0.13 0.136
O 11.863 10.931 21.309 0.423 0.116 -0.045
O 16.272 5.438 20.781 0.047 0.235 -0.174
O 14.318 6.744 21.758 0.209 0.052 -0.249
O 12.227 14.242 21.781 -0.06 0.184 -0.244
O 10.868 16.273 20.879 -0.075 -0.056 -0.298
O 1.545 10.541 22.231 0.085 -0.5 -0.663
O 16.15 11.022 20.553 0.072 -0.237 -0.287
O 2.076 15.524 24.502 -0.173 0.244 -0.444
O 10.024 10.622 26.31 -0.243 -0.045 0.021
O 3.831 1.812 24.768 0.199 -0.246 -0.283
O 2.301 2.521 26.716 -0.019 0.02 -0.027
O 13.157 2.924 24.303 -0.078 -0.236 -0.278
O 15.842 16.201 23.821 -0.174 0.107 0.055
O 3.781 6.493 27.033 -0.14 0 -0.223
O 2.309 13.402 26.215 -0.098 0.114 0.211
O 1.792 5.868 25.498 0.041 0.182 0.118
O 16.221 7.499 25.225 0.077 0.238 -0.102
O 2.647 11.646 24.358 0.063 -0.279 -0.174
O 4.307 9.379 23.342 -0.042 0.299 -0.097
O 4.934 16.13 29.181 0.132 0.171 0.284
O 5.588 14.106 23.104 -0.36 0.021 -0.428
O 8.068 1.418 27.818 -0.123 0.148 -0.059
O 10.939 1.543 23.864 -0.188 -0.141 -0.287
O 7.387 4.952 24.751 -0.035 0.041 -0.328
O 5.847 3.017 23.712 -0.189 -0.015 -0.162
O 10.658 9.032 22.582 -0.031 0.079 -0.216
O 10.851 8.436 25.078 0.186 0.226 -0.089
O 4.719 13.05 25.325 -0.013 0.33 0.177
O 7.326 13.615 25.054 -0.079 -0.141 -0.111
O 6.243 11.612 27.534 -0.035 0.083 0.066
O 8.35 13.526 20.805 0.104 -0.16 -0.351
O 8.808 15.522 26.471 -0.128 0.266 0.104
O 3.967 4.395 25.478 0.001 0.021 -0.035
O 14.955 2.147 26.086 0.096 -0.065 -0.197
O 12.058 4.894 21.351 -0.104 -0.155 -0.17
O 10.378 4.043 23.135 0.009 0.176 0.163
O 15.69 8.636 22.929 0.069 0.092 -0.442
O 13.087 8.409 23.577 0.15 -0.024 0.101
O 8.215 13.25 27.568 -0.085 -0.148 -0.13
O 10.943 11.362 23.882 0.019 -0.088 -0.497
O 14.173 12.511 21.203 0.001 0.02 0.114
O 14.696 11.553 25.737 0.097 -0.151 -0.284
O 0.035 12.267 23.786 -0.033 0.241 -0.345
O 1.27 1.415 23.336 0.301 0.038 -0.191
O 3.741 11.084 26.796 0.079 0.047 -0.029
O 6.213 2.944 29.228 0.055 -0.189 -0.015
O 3.281 8.34 28.778 -0.17 0.179 -0.074
O 1.323 7.532 27.468 0.041 -0.166 -0.131
O 15.97 11.359 29.303 0.157 -0.003 -0.085
O 3.066 9.41 31.115 0.129 -0.033 0.443
O 1.069 13.972 30.342 -0.087 0.032 0.114
O 0.705 9.942 24.713 -0.148 -0.132 0.002
O 3.623 15.613 26.791 -0.027 0.163 -0.215
O 5.753 14.215 27.659 -0.044 -0.019 -0.248
O 7.647 1.275 30.418 -0.018 0.029 0.283
O 3.886 3.613 28.405 0.062 -0.028 0.209
O 11.024 3.363 27.999 -0.012 -0.058 -0.265
O 16.082 5.576 27.168 -0.013 -0.214 0.19
O 7.001 6.755 26.775 -0.009 -0.072 -0.261
O 8.884 4.821 26.974 0.022 -0.05 -0.094
O 8.226 10.751 33.41 -0.35 0.036 0.365
O 7.673 9.359 31.17 -0.085 0.269 0.308
O 6.234 4.27 27.03 0.023 -0.034 -0.367
O 6.736 12.977 29.787 0.131 0.016 0.404
O 13.939 1.402 31.614 -0.003 -0.056 0.11
O 15.308 3.676 29.992 -0.301 -0.099 0.057
O 13.302 0.572 22.978 0.294 -0.077 -0.229
O 13.854 13.099 23.704 -0.391 -0.024 -0.441
O 13.122 1.664 27.859 -0.001 0.145 0.203
O 12.262 7.921 29.048 0.015 0.067 0.081
O 13.277 9.783 27.271 -0.152 -0.056 -0.029
O 14.062 4.745 25.942 0.033 0.092 0.056
O 12.177 12.025 26.131 -0.029 0.339 -0.035
O 10.626 0.741 27.605 -0.002 0.134 0.092
O 15.499 14.112 25.433 -0.191 -0.209 -0.273
O 15.73 3.466 23.953 0.024 0.079 -0.314
O 2.866 1.193 29.038 0.046 -0.078 0.058
O 1.235 3.111 29.03 -0.14 -0.069 0.038
O 0.916 15.59 26.812 0.119 0.027 0.09
O 5.669 0.352 23.588 -0.148 -0.316 0.064
O 14.603 9.075 29.499 0.099 -0.222 -0.083
O 14.13 7.309 27.31 -0.116 0.066 -0.18
O 1.108 4.496 31.209 0.04 0.155 0.422
O 2.448 5.818 29.259 0.197 -0.153 0.221
O 15.986 13.345 32.396 0.005 -0.191 0.079
O 3.329 14.009 28.861 0.075 -0.064 0.033
O 3.418 12.959 31.265 0.16 -0.061 0.122
O 0.376 9.499 31.09 -0.007 -0.092 0.121
O 6.053 5.571 31.734 0.238 -0.354 0.292
O 4.949 3.396 32.764 0.261 0.011 0.035
O 9.626 0.344 31.678 0.405 0.041 -0.02
O 7.569 15.073 31.268 -0.013 0.008 0.157
O 9.021 15.756 29.189 0.117 -0.116 0.124
O 7.61 6.843 30.176 -0.07 -0.181 -0.007
O 1.474 7.164 31.205 -0.374 0.054 0.329
O 8.78 3.573 29.306 0.188 0.132 0.011
O 5.465 5.567 29.182 -0.066 0.003 0.31
O 15.973 13.657 27.886 0.168 0.159 0.124
O 5.188 7.865 30.533 0.303 -0.048 0.006
O 10.443 5.823 28.87 -0.2 -0.106 -0.072
O 5.67 9.141 26.855 -0.204 -0.101 -0.292
O 12.799 3.711 30.731 -0.033 0.05 -0.066
O 11.459 2.116 32.446 0.013 0.395 0.29
O 0.214 1.921 31.329 0.07 -0.073 0.11
O 2.989 15.631 30.907 0.019 0.092 -0.015
O 14.311 5.816 31.309 0.091 0.11 0.464
O 13.762 5.167 28.664 -0.23 -0.052 0.225
O 15.741 15.842 31.268 -0.068 0.009 0.049
O 7.644 8.824 28.512 -0.012 -0.11 0.18
O 10.193 8.091 27.456 -0.252 0.11 0.022
O 13.735 12.224 28.173 0.139 -0.042 -0.135
Si 16.399 16.391 5.363 0.053 0.09 -0.025
Si 2.699 2.745 5.334 0.066 0.021 -0.027
Si 0.021 5.45 5.355 -0.048 0.013 -0.014
Si 2.72 8.215 5.237 -0.004 0.04 -0.088
Si 0.006 10.922 5.269 0.003 -0.012 -0.07
Si 2.706 13.665 5.302 0.006 -0.041 -0.046
Si 5.465 16.346 5.339 -0.116 -0.049 -0.049
Si 8.211 2.711 5.379 0.038 -0.001 0.015
Si 5.421 5.474 5.345 0.01 -0.051 -0.02
Si 8.141 8.215 5.325 0.003 -0.03 -0.028
Si 5.46 10.912 5.265 0.02 0.074 -0.08
Si 8.165 13.625 5.294 -0.027 -0.019 -0.048
Si 10.98 16.331 5.354 -0.05 0.019 0.014
Si 13.652 2.721 5.359 -0.021 -0.007 -0.021
Si 10.936 5.452 5.367 0.011 0.047 0.01
Si 13.658 8.207 5.375 0.04 -0.01 0.03
Si 10.861 10.937 5.377 -0.031 -0.08 0
Si 13.673 13.651 5.308 0.057 0.016 -0.063
Si 1.358 1.367 6.711 -0.024 -0.042 0.009
Si 4.067 4.1 6.706 -0.084 0.092 0.003
Si 1.387 6.85 6.671 0.02 -0.038 -0.016
Si 4.086 9.558 6.64 -0.01 -0.038 0.013
Si 1.355 12.284 6.663 -0.027 0.016 0.024
Si 4.08 14.999 6.694 0.046 0.005 0.01
Si 6.827 1.324 6.705 0.056 -0.003 -0.019
Si 9.565 4.089 6.733 -0.044 0.039 0
Si 6.799 6.834 6.699 0.002 0.002 0.004
Si 9.516 9.549 6.72 0.045 0.016 0.029
Si 6.803 12.271 6.674 0.018 -0.016 -0.014
Si 9.556 14.979 6.68 0.037 -0.008 -0.033
Si 12.306 1.332 6.724 0.008 0.007 -0.009
Si 15.037 4.085 6.713 0.037 -0.026 -0.017
Si 12.299 6.824 6.728 0.015 -0.043 -0.012
Si 15.052 9.578 6.688 -0.043 0.02 0.018
Si 12.282 12.303 6.69 -0.084 0.054 -0.006
Si 15.029 15.01 6.702 -0.003 -0.024 -0.002
Si 16.396 2.72 8.083 0.005 0.024 0.016
Si 2.728 16.385 8.055 0.006 0.014 0.002
Si 0.01 8.199 8.05 -0.012 0.005 -0.004
Si 2.719 5.476 8.068 0.018 -0.017 0.026
Si 16.4 13.641 8.055 -0.015 -0.001 -0.005
Si 2.726 10.918 8.03 0.003 0.017 -0.013
Si 5.45 2.714 8.047 0.013 -0.001 -0.009
Si 8.197 16.357 8.057 -0.032 0.005 0.004
Si 5.431 8.2 8.052 0.009 -0.015 0.003
Si 8.177 5.464 8.064 0.052 -0.001 0.001
Si 5.445 13.632 8.055 -0.017 -0.014 0.012
Si 8.161 10.923 8.073 0.019 -0.006 0.009
Si 10.93 2.706 8.081 -0.007 -0.021 0.002
Si 13.674 16.374 8.084 -0.006 0.023 -0.002
Si 10.908 8.186 8.072 -0.035 -0.026 0.008
Si 13.672 5.454 8.078 -0.031 0.019 0.007
Si 10.92 13.646 8.076 0.023 0.006 0.013
Si 13.66 10.931 8.049 0.037 -0.015 -0.008
Si 1.361 4.098 9.434 -0.029 0.012 0.001
Si 4.092 1.348 9.421 -0.007 -0.01 0.009
Si 1.373 9.559 9.423 -0.008 -0.013 -0.012
Si 4.088 6.828 9.435 -0.008 -0.005 0.003
Si 1.364 15.015 9.42 -0.003 0.011 -0.001
Si 4.079 12.273 9.424 0.008 -0.01 0.002
Si 6.813 4.082 9.418 0.003 0.009 -0.002
Si 9.551 1.334 9.429 0.01 0.014 0.006
Si 6.799 9.552 9.435 0.011 0.03 -0.003
Si 9.544 6.818 9.438 0.005 -0.001 0.013
Si 6.815 15.001 9.42 0.021 -0.005 -0.008
Si 9.545 12.278 9.434 0.015 -0.012 -0.004
Si 12.299 4.082 9.44 0.022 -0.004 -0.007
Si 15.037 1.345 9.446 0 -0.017 0.003
Si 12.292 9.557 9.419 -0.015 -0.004 -0.01
Si 15.045 6.831 9.425 0 -0.026 -0.001
Si 12.29 15.015 9.441 -0.017 0.022 -0.004
Si 15.029 12.285 9.425 -0.032 0.019 0

Results
total energy: -115457.805 eV
total energy less fixed offsets of O -438.35, Si -107.03 eV per atom: 8.535 eV
